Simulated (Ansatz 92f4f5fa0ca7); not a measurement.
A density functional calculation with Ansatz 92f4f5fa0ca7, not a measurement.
Periodic cell of 228 atoms, Si140O88, from a study of silicon, its oxide and their interface. The atomic structure is a simulated model.
This geometry differs little from another in the collection (a relaxation step or a small displacement).

Settings
functional: r2SCAN
potential files: Ansatz PAW
basis: plane waves
wave-function cutoff: 800 eV
density cutoff ratio: 5
exchange-correlation grid ratio: 1
k mesh: 1 x 1 x 1, shifted by 0.5 0.5 0 of a step
self-consistency stop: 1e-10 eV per atom in the density residual
occupations: fixed
spin: none
net charge: 0

Cell vectors (angstrom)
a  10.888  0  0
b  0  10.888  0
c  0  0  33.3284

Atoms and the computed forces on them: element, x, y, z (angstrom), force x, y, z (eV/angstrom)
Si  1.768  1.57  -0.5362  -0.0134  0.0157  -0.0992
Si  3.4965  4.3183  -0.7715  0.0244  -0.012  -0.1587
Si  1.8203  7.2787  1.6304  0.0043  -0.0053  0.0057
Si  3.4652  9.0314  1.49  0.0057  0.0012  0.0082
Si  8.0834  0.0777  -1.1887  -0.0085  0.0155  -0.1184
Si  9.0423  3.6651  1.5028  0.0049  0.0042  -0.0005
Si  6.4569  6.4306  1.4985  -0.0006  -0.0019  -0.0021
Si  10.0548  10.0156  1.6642  -0.0039  -0.0066  -0.0095
Si  0.8674  0.9086  1.5488  0.002  -0.003  -0.0021
Si  2.9094  5.5091  2.7243  0.0032  0.0051  0.0069
Si  1.263  6.4912  -0.5308  0.0023  -0.0288  -0.05
Si  3.0354  9.6815  -0.7671  0.0374  0.0091  -0.0903
Si  7.4867  1.7963  1.4563  0.0022  -0.0171  -0.0441
Si  9.4991  4.6668  -0.5873  0.0045  -0.0158  -0.1232
Si  5.3717  8.1564  2.674  -0.0054  -0.0005  0.0038
Si  8.0945  5.3809  2.8147  -0.003  -0.0033  0.0051
Si  -0.0673  2.7017  2.7444  -0.0048  -0.0023  0.0043
Si  2.6021  -0.0803  2.7971  -0.001  -0.0022  0.0042
Si  0.0965  8.2528  2.8866  0.0033  0.0068  0.0071
Si  4.6701  4.6808  1.2915  -0.0059  -0.0004  -0.0026
Si  5.5565  2.7966  2.5025  0.0003  0.0053  0.0055
Si  8.3035  0.1112  2.874  0.005  -0.0015  0.0067
Si  9.4132  9.1104  -0.3811  -0.0005  0.0057  0.0004
Si  7.7228  7.2076  -0.3794  -0.0194  0.004  -0.0755
Si  1.4219  4.1002  3.9579  0.0005  0.0029  -0.0025
Si  4.1091  1.3981  3.8799  -0.0005  -0.002  -0.0025
Si  1.378  9.5424  4.3355  -0.0012  -0.0027  0.0001
Si  4.1401  6.8353  4.2064  0.0007  -0.0025  0.001
Si  6.7712  4.0318  4.1654  0.0009  -0.0008  0.0008
Si  9.5745  1.4266  4.3009  -0.0011  0.0017  -0.0012
Si  6.7986  9.5532  3.9893  0.0008  -0.0005  -0.0002
Si  9.5229  6.8142  4.0472  0.002  0.0009  -0.0029
Si  -0.0014  0.019  5.6175  0.0001  -0.0006  -0.0003
Si  2.75  2.7069  5.3432  0.0002  0  -0.0008
Si  0.0411  5.4459  5.3656  -0.0007  -0.0008  -0.0005
Si  2.7645  8.1542  5.5671  0.0006  0.0003  0.0005
Si  5.4262  0.0425  5.3331  -0.0001  -0.0004  -0.0015
Si  8.1415  2.7508  5.5566  0.0011  0.0011  0.0004
Si  5.461  5.4205  5.5261  -0.0005  0.001  -0.0007
Si  8.1422  8.1804  5.397  -0.0002  0.0004  0.0002
Si  1.418  1.3986  6.8306  0.0008  -0.0002  0.0016
Si  4.0556  4.0432  6.804  0.0001  0  0.0006
Si  1.3488  6.7759  6.8144  0.0002  -0.0012  0.0005
Si  4.1263  9.579  6.8019  0.0003  0  0.0009
Si  6.7464  1.3463  6.7934  -0.0007  0.001  0.0006
Si  9.5648  4.1324  6.7966  0.0001  0.0007  0.0011
Si  6.8399  6.8179  6.8181  0.0007  -0.0003  0.0011
Si  9.4689  9.5064  6.8512  0.0006  -0.0003  0.0027
Si  0.0069  2.7422  8.1513  0.0002  0.0008  0.0007
Si  2.7273  -0.0114  8.1828  0.0002  0.0008  0.0009
Si  -0.0207  8.1289  8.1739  -0.0009  -0.0002  0.0006
Si  2.6939  5.4021  8.1568  -0.001  -0.0002  0.001
Si  5.4155  2.6906  8.1869  -0.0007  -0.0001  0.0012
Si  8.0813  0.0015  8.161  0.0006  -0.0015  0.0005
Si  5.4567  8.1891  8.1499  0.0012  0.0007  0.0013
Si  8.2348  5.4942  8.1763  0.0008  0.0011  0.0006
Si  1.3234  4.0914  9.5397  0.0003  0.0002  0.0011
Si  4.0496  1.3224  9.5628  0.0006  0.0001  0.0021
Si  1.3302  9.4949  9.524  0.0001  0  0.0014
Si  4.0553  6.8129  9.4595  0  0.0001  0.0021
Si  6.8481  4.0976  9.4542  0.001  -0.0002  0.0008
Si  9.4841  1.3654  9.4591  0.0003  0.0003  0.0016
Si  6.7738  9.5304  9.5511  0.0006  -0.0004  0.0014
Si  9.5693  6.8089  9.6171  0.0004  -0.001  0.002
Si  -0.1204  -0.0513  10.8229  -0.0008  -0.0011  0.0011
Si  2.6369  2.6857  10.8526  0.0002  0.0002  -0.0002
Si  0.0412  5.424  11.0001  -0.0011  0.0002  -0.0007
Si  2.6608  8.0819  10.8897  0.0014  -0.0002  -0.0007
Si  5.3649  -0.0746  10.9305  -0.0009  -0.0008  0.001
Si  8.2152  2.7772  10.8512  0.0001  0.0014  0.0015
Si  5.4869  5.4887  10.7571  0.0002  0.0007  -0.0001
Si  8.1965  8.2348  10.894  -0.0004  -0.0004  0.0001
Si  1.1678  1.3246  12.1446  -0.0006  0.0012  0.0014
Si  4.0926  4.1058  12.0074  0.0013  0.0039  0.001
Si  1.4125  6.738  12.4207  0.0023  -0.0013  -0.0014
Si  3.9786  9.3829  12.2926  -0.0031  -0.0022  -0.0002
Si  6.8138  1.3716  12.0719  0.0012  0.0046  0.0005
Si  9.5794  4.0626  12.3637  0.0002  -0.0005  0.0002
Si  6.8432  6.8488  12.1475  -0.0002  0.0018  0.0008
Si  9.5054  9.5317  12.3755  -0.002  -0.0016  -0.002
Si  -0.0097  2.6153  13.7762  0.0016  0.0034  0.0018
Si  2.4408  -0.1014  13.4415  0.0042  -0.0002  0.0033
Si  -0.0319  8.0785  13.791  0.0022  0.0031  0.0011
Si  2.9223  5.2932  13.6458  -0.0083  -0.001  0.0033
Si  5.4209  2.7352  13.3114  0.0057  -0.0047  0.0047
Si  8.0547  0.1443  13.5766  0.0003  -0.0013  0.0014
Si  5.4432  8.0296  13.617  -0.0032  0.0045  0.0018
Si  8.1656  5.535  13.5614  0.0026  -0.0073  0.0016
Si  2.1119  3.3269  14.7128  -0.0068  -0.006  -0.0473
Si  3.7115  1.5618  14.3874  -0.0084  0.0041  -0.004
Si  3.3923  9.4895  17.1269  0.02  0.0073  -0.154
Si  6.5005  9.7533  14.7927  0.0111  -0.0058  -0.0025
Si  6.4729  4.3726  14.6355  0.0029  0.0017  0.0064
Si  9.2025  1.535  15.1559  -0.0013  0.0095  0.0044
Si  8.1821  8.8231  16.1514  0.0263  0.0018  -0.0584
Si  9.3218  6.88  15.2026  -0.0001  0.0074  0.0052
Si  1.0439  -1.1954  15.1168  -0.0123  0.0037  -0.031
Si  5.1753  5.3969  19.8961  -0.0178  0.0181  -0.2373
Si  2.0297  4.5368  17.5371  -0.022  -0.0058  -0.1765
Si  4.3558  6.5553  17.212  -0.0042  0.0284  -0.1612
Si  10.133  -0.6924  18.7831  -0.0316  0.008  -0.2009
Si  9.9905  -0.3903  16.3866  -0.0053  0.0015  -0.0006
Si  7.7878  3.2928  16.2602  0.0145  -0.0014  -0.0871
Si  9.882  5.5311  17.1721  -0.0332  -0.0233  -0.1442
Si  -10.6655  20.6687  26.2122  -0.0158  0.0211  -0.2368
Si  10.6518  17.8736  24.9945  -0.003  -0.0213  -0.2855
Si  5.3692  30.6547  28.1652  0.0011  0.0228  -0.2618
Si  5.6771  13.6177  20.7939  -0.0567  -0.022  -0.1863
Si  18.3298  26.7614  25.1834  -0.0178  0.0192  -0.2639
Si  20.5196  13.7369  25.2327  0.0215  0.0008  -0.2416
Si  12.8198  5.4304  23.4427  -0.0122  0.0174  -0.2748
Si  22.5525  19.5456  31.9384  -0.0088  0.0245  -0.111
Si  -7.8656  39.5433  28.2448  0.0086  -0.0138  -0.211
Si  14.652  16.49  25.7545  0.0162  0.003  -0.2488
Si  23.028  2.4451  23.2931  -0.0056  -0.021  -0.2862
Si  -0.7874  13.028  30.9647  0.0047  0.0183  -0.2164
Si  6.3094  7.5102  25.6927  0.0136  -0.0022  -0.2365
Si  -1.2659  6.182  27.9371  -0.0074  -0.0022  -0.224
Si  13.8244  9.6565  20.2288  -0.0052  0.0099  -0.2131
Si  17.7492  4.9382  22.2892  -0.041  -0.0192  -0.2783
Si  14.2023  2.4442  19.4569  0.0117  0.0179  -0.1989
Si  5.6837  10.5832  20.9894  -0.0211  0.0015  -0.2511
Si  30.7307  7.0158  22.2875  0.0273  0.0002  -0.2848
Si  15.6468  11.0274  15.9077  -0.0049  -0.0002  -0.0005
Si  24.4216  11.756  25.4875  -0.0196  0.024  -0.2208
Si  9.8451  14.1761  28.2568  -0.0221  0.0303  -0.2519
Si  -5.0213  -1.8605  31.1852  0.0034  -0.0199  -0.2135
Si  5.7334  -9.5336  17.5511  0.0322  -0.0107  -0.154
Si  -3.801  20.0716  23.3017  -0.0272  0.031  -0.2846
Si  -6.0819  -4.7871  14.9279  0.008  -0.0066  -0.0044
Si  -3.6534  9.7311  18.7489  0.0514  0.0093  -0.2124
Si  7.2157  -6.399  28.0674  0.0015  0.0064  -0.2093
Si  16.2754  -21.3255  26.5588  0.0199  0.0031  -0.1949
Si  21.5071  -3.6171  19.5748  -0.0103  0.021  -0.2506
Si  1.0338  0.7598  20.6501  -0.0182  -0.0626  -0.2564
Si  4.4456  4.4476  29.5963  0.0161  0.0004  -0.2634
Si  14.7861  24.6224  27.2001  -0.0053  -0.027  -0.2114
Si  13.3609  6.6496  20.6949  0.0285  0.0243  -0.2449
Si  0.4255  8.3538  28.9636  -0.0036  -0.0436  -0.2884
Si  8.3359  -10.7697  25.3013  -0.0049  -0.025  -0.2073
O  19.297  5.8312  -0.9924  -0.0021  0.004  0.0527
O  8.0403  -4.9996  -5.1862  0.0085  0.0006  0.0736
O  5.9419  -2.2545  -3.7006  0.0211  0.0078  0.1993
O  3.6214  16.4697  -12.9983  -0.0282  0.0094  0.0854
O  9.9002  7.3255  -12.3142  -0.0723  -0.0167  0.1935
O  -8.2438  12.8376  -6.6262  0.0239  0.038  0.1016
O  4.3633  4.1314  -2.1549  -0.0341  -0.0061  0.1926
O  -1.268  10.4505  -7.1928  0.0435  -0.0149  0.0814
O  10.0336  6.4958  -6.9274  -0.0374  -0.0261  0.1941
O  5.2651  1.9864  -6.2897  -0.0073  0.0224  0.067
O  0.8144  5.8525  -8.809  -0.0339  0.0291  0.1157
O  -3.4047  -9.8034  -0.0405  -0.011  0.0358  0.0821
O  -10.3238  1.6665  -1.6249  0.0479  -0.0174  0.0948
O  12.5279  18.1866  -4.4145  -0.0444  0.0346  0.0858
O  10.464  2.337  -3.9385  0.0125  -0.0468  0.1719
O  6.7845  0.2494  18.1054  0.0127  -0.033  0.0906
O  5.3458  -4.771  18.4443  0.0224  -0.0416  0.1604
O  10.905  19.6555  18.9922  0.0156  -0.0699  0.0965
O  8.3723  16.3889  22.1187  0.0003  -0.0013  0.0948
O  2.5836  14.6304  18.8239  0.0308  -0.045  0.1056
O  -0.2473  0.5464  19.6954  0.062  0.0522  0.1455
O  23.3638  -0.7306  20.9738  -0.008  0.0119  0.0836
O  -18.0957  25.0778  28.7316  0.0086  0.0418  0.1469
O  14.9759  -0.334  20.9043  0.0354  0.0084  0.0821
O  -1.1967  -4.4313  18.5053  0.026  0.0451  0.1467
O  28.5649  26.0931  26.5011  -0.0057  -0.0167  0.1663
O  14.2207  5.58  24.2099  0.0518  0.0006  0.1567
O  17.0919  12.0919  20.6245  0.0061  0.0004  0.0813
O  -1.3245  14.4507  31.5423  -0.0121  0.0441  0.1148
O  24.6834  9.909  18.6176  -0.0254  -0.0026  0.1776
O  15.1893  8.1658  17.3084  -0.0096  -0.0022  0.0627
O  14.6692  16.7619  29.2446  0.0141  -0.0356  0.1006
O  6.6132  -7.5192  21.935  0.0462  0.0508  0.1171
O  -2.2209  -0.9368  19.4226  -0.0149  -0.0134  0.0943
O  4.3056  20.1256  31.6019  -0.0595  0.0107  0.0919
O  5.0559  17.4212  25.8393  -0.0141  0.0028  0.077
O  -15.2881  4.9409  23.8648  0.0237  0.004  0.2022
O  12.6448  3.9248  22.8788  -0.0081  0.0049  0.0937
O  5.9782  15.3807  29.0757  -0.0541  0.0033  0.1019
O  19.8391  11.897  31.1164  -0.0213  -0.0441  0.0812
O  2.8667  16.8052  17.4161  -0.0167  -0.0063  0.0758
O  0.491  9.4156  27.7572  0.0142  -0.0499  0.1868
O  17.3213  19.209  27.0728  -0.0337  0.0345  0.1465
O  5.7285  3.8814  19.6118  0.0141  -0.0082  0.0928
O  12.9984  12.3231  19.6743  -0.032  -0.019  0.0914
O  12.0644  17.4257  19.7154  0.0385  -0.0069  0.1017
O  18.4957  17.4701  25.4389  -0.0091  0.0088  0.0889
O  8.8674  26.0297  24.9181  0.0084  -0.0139  0.0863
O  10.1661  13.6507  26.7561  0.0059  0.0206  0.1819
O  18.6263  -2.8033  22.3124  -0.0184  0.0211  0.107
O  21.8249  5.4047  32.8587  0.0044  0.0077  0.0356
O  27.7596  5.846  21.2431  0.0596  -0.0077  0.1445
O  1.3961  43.4306  25.7054  -0.024  -0.0304  0.0803
O  14.9379  4.0986  26.2089  0.0055  -0.0415  0.1047
O  20.8563  29.2319  28.8579  0.03  0.0421  0.1024
O  -6.7481  11.0709  25.5069  0.033  0.0013  0.0887
O  2.4118  12.4994  24.0561  0.0407  -0.0451  0.1527
O  3.1594  -2.789  20.5317  -0.0047  -0.033  0.0755
O  30.3714  1.6578  24.912  0.0027  -0.007  0.0819
O  0.5068  9.1223  30.3648  0.0191  0.0106  0.2157
O  6.5509  7.7777  31.9533  0.0436  -0.0248  0.0882
O  11.3389  4.8462  17.3956  0.0265  -0.0039  0.0615
O  2.0886  9.0782  16.2381  0.0432  -0.0116  0.0703
O  2.3195  3.5229  16.3209  0.0025  0.0282  0.1027
O  -4.7248  10.1928  22.4574  0.0613  -0.056  0.174
O  16.0482  21.3341  27.879  -0.0035  -0.0559  0.114
O  7.4255  8.5744  17.6236  -0.035  0.0188  0.121
O  27.9258  -2.3941  24.4233  -0.0268  -0.0527  0.1614
O  6.8649  11.0022  25.9896  -0.0542  0.0084  0.0862
O  10.8818  24.4384  24.2561  -0.0822  0.0107  0.1401
O  17.0735  20.3345  19.9296  -0.0475  0.0197  0.1407
O  -0.4957  4.8178  28.386  0.0082  -0.0159  0.0809
O  0.3587  -2.4232  25.273  0.0092  0.0455  0.1034
O  0.7716  -9.2464  21.9627  0.0078  0.0803  0.1968
O  2.6858  -4.6722  26.7981  -0.0211  0.038  0.1495
O  4.4534  -9.0792  18.4664  -0.0573  0.0433  0.1295
O  30.55  -6.5643  17.0867  0.0251  0.0222  0.0557
O  19.1165  25.0673  28.4522  0.0212  -0.0135  0.0798
O  14.8174  8.1825  27.9933  -0.0053  -0.0011  0.0773
O  12.8163  6.4409  22.1899  -0.0263  -0.0569  0.1988
O  13.4558  5.6378  32.2721  -0.0158  0.0192  0.0603
O  20.5873  7.1468  23.6984  0.0624  0.0049  0.1876
O  2.8396  11.3027  32.3422  -0.0105  -0.0118  0.0443
O  6.7462  -0.5193  31.4142  0.04  0.0117  0.0677
O  14.9297  -8.2344  20.9148  0.0229  0.0069  0.0993
O  8.2558  10.0521  23.9965  0.0308  0.0566  0.1402
O  24.3402  -7.8921  32.7987  -0.0017  -0.0042  0.0464
O  6.7092  -8.2606  17.2833  -0.037  -0.0263  0.0781

Results
free energy: -139738.601 eV
free energy less fixed offsets of O -570.45, Si -639.56 eV per atom: -0.601 eV

The program warned: the cutoff lies below the one the program advises for these potential files; the forces do not sum to zero within the program's tolerance; empty levels may hold ghost states of the PAW files; the exchange-correlation potential is rough where the density is thin.
